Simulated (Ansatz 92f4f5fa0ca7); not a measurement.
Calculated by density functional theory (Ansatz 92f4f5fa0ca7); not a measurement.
Periodic cell of 259 atoms, Si165O94, from a study of silicon, its oxide and their interface. The atomic structure is a simulated model.
Doubt: the cutoff is far below the 930 eV that the study's wrapper takes by default for these files, so forces and energies are approximate.

Settings
functional: PBE
potential files: Ansatz PAW
basis: plane waves
wave-function cutoff: 580 eV
density cutoff ratio: 5
exchange-correlation grid ratio: 1
k mesh: 1 x 1 x 1, Gamma-centred
self-consistency stop: 5e-08 eV per atom in the density residual
occupations: fixed
spin: none
net charge: 0

Cell vectors (angstrom)
a, 10.938, 0, 0
b, 0, 10.938, 0
c, 0, 0, 38.3072

Atoms: element, x, y, z (angstrom)
Si, 0, 0, 0.683
Si, 5.469, 0, 0.683
Si, 2.7345, 2.7345, 0.683
Si, 8.2035, 2.7345, 0.683
Si, 0, 5.469, 0.683
Si, 5.469, 5.469, 0.683
Si, 2.7345, 8.2035, 0.683
Si, 8.2035, 8.2035, 0.683
Si, 1.3673, 1.3673, 2.0503
Si, 6.8362, 1.3673, 2.0503
Si, 4.1018, 4.1018, 2.0503
Si, 9.5708, 4.1018, 2.0503
Si, 1.3673, 6.8362, 2.0503
Si, 6.8362, 6.8362, 2.0503
Si, 4.1018, 9.5708, 2.0503
Si, 9.5708, 9.5708, 2.0503
Si, 2.7345, 0, 36.2557
Si, 8.2035, 0, 36.2557
Si, 0, 2.7345, 36.2557
Si, 5.469, 2.7345, 36.2557
Si, 2.7345, 5.469, 36.2557
Si, 8.2035, 5.469, 36.2557
Si, 0, 8.2035, 36.2557
Si, 5.469, 8.2035, 36.2557
Si, 4.1018, 1.3673, 37.623
Si, 9.5708, 1.3673, 37.623
Si, 1.3673, 4.1018, 37.623
Si, 6.8362, 4.1018, 37.623
Si, 4.1018, 6.8362, 37.623
Si, 9.5708, 6.8362, 37.623
Si, 1.3673, 9.5708, 37.623
Si, 6.8362, 9.5708, 37.623
Si, 2.6767, 2.0342, 26.248
Si, 4.6323, -3.4412, 24.4285
Si, 7.6946, 2.4819, 20.897
Si, 8.1504, 5.8686, 28.6044
Si, 0.1781, 1.182, 30.4607
Si, 8.3168, 3.6447, 26.6011
Si, 7.08, 11.9285, 27.7663
Si, 11.3626, 10.139, 23.9129
Si, 2.7215, -2.1663, 28.5181
Si, 1.895, 4.4521, 28.0944
Si, 5.109, 3.0594, 30.9774
Si, 11.7613, -0.4092, 26.9689
Si, 0.3112, 8.5081, 30.4614
Si, 10.1709, 6.2423, 23.9304
Si, 6.6153, 7.2101, 17.7807
Si, 10.8094, 15.1016, 17.3658
Si, 1.3722, -1.4307, 32.3036
Si, 7.6696, 0.0886, 30.9132
Si, -0.1114, 3.478, 30.386
Si, 8.769, 4.9291, 30.6961
Si, 2.4304, 7.2711, 20.3346
Si, 6.9739, 4.0538, 32.076
Si, -0.4788, 10.3042, 28.9801
Si, 5.3951, 8.418, 30.7286
Si, 4.0293, 1.5195, 32.4028
Si, 9.48, 1.0916, 32.1345
Si, 1.4321, 4.1534, 32.0912
Si, 10.5042, 5.6192, 26.8636
Si, 4.2052, 6.7222, 31.9585
Si, 9.765, 6.8501, 31.8223
Si, 2.4187, 11.2427, 31.1953
Si, 6.726, 9.4947, 32.3236
Si, -0.0777, -0.1281, 33.61
Si, 5.4294, 0.0262, 33.6085
Si, 2.5879, 2.8099, 33.6465
Si, 8.2876, 2.688, 33.4743
Si, 0.092, 5.5775, 33.423
Si, 5.5927, 5.4854, 33.4528
Si, 2.8256, 8.0821, 33.4698
Si, 8.2863, 8.1013, 33.4088
Si, 1.2921, 1.3235, 34.9258
Si, 6.8626, 1.3919, 34.8992
Si, 4.1311, 4.1469, 34.865
Si, 9.6347, 4.1471, 34.8222
Si, 1.4034, 6.8519, 34.8943
Si, 6.8843, 6.8455, 34.8717
Si, 4.0781, 9.5384, 34.8968
Si, 9.4961, 9.4765, 34.9245
Si, 2.7299, 0.0078, 3.4058
Si, 8.2256, 0.0115, 3.4052
Si, -0.028, 2.7213, 3.4199
Si, 5.4793, 2.7461, 3.4011
Si, 2.719, 5.4765, 3.4102
Si, 8.1931, 5.4661, 3.4296
Si, -0.0008, 8.2015, 3.4138
Si, 5.4712, 8.1892, 3.4146
Si, 4.0784, 1.4125, 4.7391
Si, 9.5452, 1.3718, 4.8308
Si, 1.2924, 4.1511, 4.7527
Si, 6.8335, 4.0816, 4.8104
Si, 4.0824, 6.8376, 4.7891
Si, 9.5464, 6.8602, 4.7841
Si, 1.3648, 9.5765, 4.7759
Si, 6.8917, 9.545, 4.734
Si, -2.864, 0.0001, 8.94
Si, 5.487, -0.0112, 5.9791
Si, 2.6914, 2.8182, 6.0726
Si, 8.139, 2.6934, 6.2328
Si, 4.0112, 4.1079, 7.5281
Si, 2.7064, 5.6294, 8.8857
Si, -0.6235, 13.1177, 19.4081
Si, 8.2539, 8.2481, 6.2041
Si, 4.1861, -1.3151, 7.4192
Si, 2.2104, -1.4913, 9.9655
Si, 5.8115, 2.0842, 16.7589
Si, 12.2138, 6.8765, 7.5117
Si, 6.6887, 12.1952, 7.5016
Si, 4.8265, 2.1828, 8.7185
Si, 8.0444, 5.4587, 9.0023
Si, 9.6336, 9.6307, 7.6635
Si, -1.0486, 3.8294, 14.3345
Si, 12.3182, 1.6316, 17.5155
Si, -1.1489, 2.126, 10.5145
Si, 3.1329, 0.3353, 8.7245
Si, 3.4554, 8.7874, 11.901
Si, 9.5132, 4.045, 7.6462
Si, 1.9224, 7.3431, 23.3869
Si, 5.4332, 5.4367, 6.153
Si, 0.0059, -0.0066, 6.1674
Si, 5.6231, -2.636, 8.7727
Si, 1.3508, 4.3293, 10.3191
Si, 10.7103, 0.9077, 13.2563
Si, -0.1054, 5.462, 6.1763
Si, 10.3179, 4.9771, 11.5067
Si, 2.7168, 8.2162, 6.1633
Si, 5.9071, 14.8932, 11.0082
O, 10.4993, 26.7007, 13.1758
O, 32.8916, 10.3192, 25.5098
O, -10.1785, -4.7347, 23.3582
O, 9.4789, 4.8352, 23.5331
O, 5.4025, -25.5628, 25.849
O, -21.8449, -5.3128, 18.0871
O, -4.4396, 20.8735, 11.6484
O, 1.978, -12.5026, 27.1616
O, -30.1636, 7.3839, 21.9347
O, 9.392, 14.5879, 11.0449
O, 0.8398, -3.6176, 19.9739
O, 3.4744, 12.5417, 14.4359
O, -15.8494, 11.2658, 24.7534
O, 15.3086, 9.9986, 17.8736
O, 46.8411, 38.7495, 19.6857
O, -30.2928, 19.1959, 17.1478
O, -14.7276, -3.311, 16.3095
O, -37.3876, 30.2492, 13.8534
O, 2.3657, 3.6114, 11.4999
O, -2.4181, -9.6062, 9.8824
O, 17.8505, 14.1276, 17.3017
O, -8.5354, 13.3191, 24.673
O, 9.6683, 6.3431, 28.0744
O, 28.6357, -6.0502, 9.9757
Si, 8.1291, 21.0409, 28.7882
Si, 5.5676, 9.5205, 12.9487
Si, -2.814, 25.8098, 23.5219
Si, -21.5935, -19.0955, 8.8382
Si, -17.71, 0.4882, 18.6128
Si, -14.6702, 20.1841, 10.3214
Si, -0.1314, 27.9155, 19.6775
Si, 15.8512, 11.8624, 21.5386
Si, 24.1099, 23.6367, 23.1681
Si, 14.7403, 8.5111, 18.1262
Si, 1.4643, 1.3494, 7.4204
Si, -15.9426, 5.7319, 22.1301
Si, 14.6477, -14.2924, 9.8252
Si, 6.5385, 33.3489, 14.9979
Si, -10.834, 8.2311, 9.0835
Si, 1.9763, 7.4739, 13.1286
Si, 18.9426, -14.4268, 20.3334
Si, -1.5706, 28.7859, 10.2959
Si, -4.0895, 6.8095, 7.4555
Si, -4.96, -0.8941, 23.6778
Si, -4.3752, 4.1719, 18.5814
Si, 4.0608, 10.2606, 29.8312
Si, 22.9616, 3.3164, 20.7232
Si, -5.4937, 33.1811, 26.2916
Si, -16.6482, 30.0594, 27.2049
Si, -4.052, 18.8884, 28.8484
Si, -5.1134, 23.0522, 29.7171
Si, -18.0015, 15.5042, 20.0778
Si, 12.9648, -13.2089, 15.6688
Si, 10.4128, 8.8994, 14.2155
Si, 13.1943, -10.343, 14.7532
Si, -6.771, 24.9049, 14.769
Si, -14.4045, -13.2748, 15.061
Si, -7.5868, 4.7901, 30.7791
Si, -3.812, 2.9699, 13.6125
Si, -7.7206, 4.6363, 12.4633
Si, 19.7168, 8.9132, 22.8317
O, -1.0492, -17.7657, 26.6119
O, 11.3445, 19.856, 15.5794
O, 12.2396, 2.7673, 22.2676
O, -5.9804, -6.8006, 18.9423
O, -17.7391, 0.4002, 20.2197
O, -8.1614, 31.8932, 15.0977
O, -9.2964, 40.7975, 29.5145
O, -11.5557, 24.1353, 14.104
O, -11.6447, -4.4268, 25.532
O, 1.3717, 11.5654, 13.3925
O, -11.5263, 15.2755, 15.8135
O, 23.256, -10.5694, 23.3089
O, -15.0505, 39.3716, 21.0431
O, -5.9386, 7.4474, 17.8562
O, 46.824, -14.855, 24.4982
O, 38.1633, -15.0916, 23.1902
O, 3.2824, 26.0652, 14.0447
O, 22.0262, 22.9309, 18.4578
O, 19.3656, 19.679, 21.2481
O, 2.4373, -14.4668, 14.7063
O, -17.1482, 15.7456, 11.8125
O, -13.62, 14.8808, 14.2585
O, -4.1105, 26.6316, 23.0438
O, 20.7069, 14.2614, 18.3154
O, 14.764, 7.71, 27.9305
O, -31.5502, 25.1519, 17.4078
O, 17.8853, 25.1318, 12.0377
O, 0.3714, -28.0016, 20.6568
O, 6.9648, 27.5317, 18.0642
O, -1.6548, 29.326, 23.3235
O, -0.8996, -11.4496, 13.7325
O, -14.474, 29.9361, 18.9411
O, 5.4854, 45.0508, 18.1564
O, 8.1245, 2.2283, 27.3722
O, 13.2208, -4.9427, 12.4767
O, -4.7517, 12.8073, 21.1202
O, 3.7444, 56.2292, 22.5312
O, 37.5402, 4.8683, 21.4523
O, -5.5262, 10.8267, 13.9402
O, -32.1778, -7.1228, 28.923
O, -3.5235, 25.666, 19.9356
O, 18.3367, -0.7633, 15.5558
O, -1.9986, 12.5798, 20.1726
O, 9.9422, 20.9724, 23.098
O, -20.638, -24.0551, 23.729
O, -19.1878, 25.3152, 20.2237
O, -2.6872, 62.7644, 10.8689
O, 23.1765, 1.048, 15.9982
O, 18.4507, 23.3028, 13.985
O, 14.1658, 19.4455, 19.6503
O, 37.544, 30.9662, 24.1066
O, 12.106, 16.5177, 27.1498
O, -3.1022, 25.3012, 25.0505
O, 7.5103, 4.8435, 27.4182
O, -32.4317, 18.9585, 13.1154
O, 30.1861, -8.1691, 22.3973
O, 5.6357, 10.5714, 22.1991
O, -5.7347, 13.6232, 10.2556
O, 19.9139, 30.0863, 14.5349
O, -12.5848, 28.3596, 20.0546
O, -8.2691, -7.544, 27.1335
O, 54.1349, 23.0448, 11.694
O, -30.0271, 1.1714, 18.1363
O, 5.6653, -29.5393, 14.2195
O, 4.1316, 23.1959, 26.3965
O, -6.5114, 13.9025, 16.3768
O, -31.2793, 55.7531, 26.9016
O, 5.0721, 9.7773, 26.8103
O, -3.5076, 31.1752, 23.666
O, 2.9836, 15.9818, 29.1567

Results
free energy: -158345.038 eV
free energy less fixed offsets of O -568.88, Si -635.61 eV per atom: 5.332 eV

Forces (eV/angstrom), in the order of the atoms: element, x, y, z
Si, 0.0493, -0.021, -0.0283
Si, 0.0241, -0.0606, 0.0215
Si, -0.0447, 0.0326, 0.0142
Si, -0.0769, -0.0334, -0.0255
Si, -0.0314, 0.0141, 0.018
Si, -0.0205, 0.0762, -0.0341
Si, 0.0189, 0.0409, -0.0159
Si, 0.0026, 0.0272, 0.0141
Si, -0.1288, -0.0245, -0.0253
Si, 0.0389, 0.0338, -0.0623
Si, 0.0252, 0.085, -0.0325
Si, -0.0704, -0.0193, 0.0218
Si, -0.0092, 0.0494, -0.1298
Si, -0.0662, -0.1623, -0.046
Si, -0.004, 0.0198, 0.0606
Si, 0.1112, 0.0664, -0.0994
Si, -0.2472, -0.2479, 0.0217
Si, -0.185, -0.1449, 0.1061
Si, -0.2255, 0.1797, 0.069
Si, -0.0017, 0.2333, -0.1032
Si, 0.2653, 0.087, 0.087
Si, 0.251, -0.1227, -0.2112
Si, 0.0721, -0.1498, 0.1481
Si, 0.1974, 0.0069, -0.0963
Si, 0.0238, -0.0405, -0.0569
Si, -0.0157, 0.0612, -0.0063
Si, 0.0582, -0.0694, -0.0256
Si, -0.0197, -0.0563, -0.0109
Si, -0.0266, -0.0429, 0.0131
Si, 0.1137, -0.1188, 0.0266
Si, -0.0028, 0.0987, 0.035
Si, -0.0491, 0.0647, 0.033
Si, -0.1132, -0.0645, 0.0875
Si, -0.0411, 0.0622, -0.03
Si, -0.0785, 0.0734, 0.1086
Si, -0.0344, 0.1528, -0.1001
Si, 0.2155, -0.249, -0.2553
Si, 0.083, 0.154, -0.1029
Si, -0.0847, 0.2891, -0.1452
Si, -0.0533, -0.0999, 0.1363
Si, 0.203, 0.1794, -0.1697
Si, -0.16, -0.0206, 0.3712
Si, -0.0655, -0.0806, -0.0704
Si, -0.0707, -0.1669, 0.0151
Si, 0.1944, -0.1544, -0.1495
Si, 0.019, 0.1289, 0.0228
Si, -0.0494, 0.1819, -0.0386
Si, -0.0509, 0.1126, -0.2264
Si, -0.016, 0.1215, 0.1538
Si, -0.0469, 0.2259, 0.0921
Si, 0.3879, 0.0199, -0.4678
Si, -0.0811, 0.0619, 0.1656
Si, -0.0389, 0.1264, 0.2049
Si, -0.0436, 0.0081, 0.1198
Si, -0.1987, 0.2584, 0.0807
Si, 0.0171, -0.0709, 0.2648
Si, -0.1496, -0.0061, 0.1577
Si, -0.2925, -0.2573, 0.2125
Si, 0.0365, -0.0104, 0.0606
Si, -0.0643, 0.0776, -0.1186
Si, -0.0196, 0.0695, -0.0694
Si, -0.1093, 0.1154, 0.003
Si, 0.077, 0.2938, -0.0063
Si, -0.0927, -0.1582, -0.133
Si, -0.1808, -0.1141, 0.2067
Si, -0.0664, -0.0381, 0.1313
Si, 0.2394, -0.0975, 0.2116
Si, 0.0516, 0.1023, 0.0232
Si, 0.0078, 0.0125, -0.0236
Si, -0.0104, -0.1459, -0.0693
Si, 0.0667, -0.017, -0.0473
Si, -0.0092, 0.043, -0.0758
Si, 0.0475, -0.0052, -0.089
Si, 0.0961, -0.1305, -0.0965
Si, -0.185, 0.0573, 0.028
Si, -0.1319, 0.0313, -0.0832
Si, -0.0176, 0.0202, -0.0242
Si, 0.0112, -0.067, -0.0599
Si, 0.0476, 0.0436, -0.0745
Si, 0.2176, 0.0245, -0.069
Si, -0.0267, -0.0039, 0.0451
Si, 0.0003, -0.0965, 0.015
Si, -0.011, 0.0667, 0.0235
Si, -0.0402, -0.0422, 0.0199
Si, -0.0043, 0.0322, 0.0046
Si, -0.0248, 0.0169, 0.0229
Si, 0.0296, 0.0077, 0.0168
Si, 0.0439, -0.0004, 0.0124
Si, 0.1029, 0.0615, -0.066
Si, 0.006, -0.0523, 0.0182
Si, -0.021, -0.0765, 0.0754
Si, -0.0523, 0.0595, -0.0056
Si, -0.0404, -0.082, 0.0892
Si, 0.0473, 0.0268, 0.0836
Si, 0.0026, 0.0269, 0.0242
Si, -0.0096, 0.0669, 0.0267
Si, 0.2183, 0.3728, 0.3177
Si, -0.2339, -0.0993, -0.114
Si, -0.0356, -0.0818, -0.1787
Si, 0.0804, -0.0237, 0.2019
Si, -0.0347, -0.0513, 0.1183
Si, -0.0216, -0.0325, 0.1443
Si, -0.2716, 0.0208, -0.1136
Si, 0.0187, 0.0037, -0.0144
Si, 0.1893, 0.1849, -0.249
Si, -0.0296, -0.109, 0.0481
Si, -0.1699, 0.3711, 0.5567
Si, 0.0624, -0.0457, -0.0237
Si, -0.2134, 0.0532, -0.0871
Si, 0.1173, 0.169, 0.1367
Si, -0.4523, -0.173, -0.4763
Si, 0.0596, -0.0731, 0.0373
Si, -0.1446, -0.1259, -0.1283
Si, 0.0497, -0.1131, -0.3526
Si, 0.3069, -0.0604, -0.5407
Si, 0.0002, -0.0298, -0.3693
Si, 0.0522, -0.2225, -0.0356
Si, 0.2287, 0.0924, 0.0054
Si, -0.0494, -0.0207, 0.0393
Si, 0.1215, 0.0015, -0.0013
Si, 0.0048, -0.0494, 0.0043
Si, 0.0317, 0.0866, 0.0526
Si, 0.5309, -0.1553, -0.2672
Si, 0.0165, 0.0703, 0.0192
Si, -0.1444, 0.0403, 0.1963
Si, -0.0505, 0.0313, 0.312
Si, 0.0138, 0.0185, 0.1463
Si, -0.1272, -0.2944, -0.1626
O, 0.0116, -0.0321, -0.26
O, 0.0554, 0.0699, 0.0381
O, 0.0027, -0.0227, 0.0127
O, -0.0283, -0.1103, -0.0396
O, -0.0999, 0.0154, 0.1218
O, -0.0149, -0.0816, 0.0161
O, -0.1116, -0.1813, 0.1728
O, -0.0814, -0.0809, 0.1676
O, 0.0218, -0.0314, -0.1205
O, -0.2126, -0.1137, 0.4453
O, -0.0113, 0.008, -0.0534
O, 0.1236, -0.028, 0.0005
O, -0.1829, 0.0881, -0.0151
O, 0.0748, 0.0545, -0.0859
O, 0.0455, -0.0616, -0.1023
O, 0.0335, 0.0465, 0.0628
O, -0.048, -0.0872, 0.0371
O, 0.0308, 0.054, 0.0256
O, -0.1945, 0.1081, -0.076
O, -0.1852, -0.218, -0.1013
O, -0.1619, -0.1822, -0.0801
O, 0.0051, 0.0123, 0.0068
O, -0.0553, -0.0051, -0.0211
O, 0.281, 0.1095, -0.1864
Si, 0.1927, -0.6421, 0.3322
Si, -0.3505, -0.1081, -0.3041
Si, 0.0184, 0.2025, 0.1059
Si, -0.1854, 0.2592, -0.0342
Si, -0.031, -0.0652, 0.1577
Si, -0.3286, -0.0046, -0.3008
Si, 0.0457, 0.0564, 0.0263
Si, -0.0415, -0.1729, 0.1479
Si, -0.0467, -0.0602, 0.0592
Si, -0.0901, -0.0499, 0.0018
Si, 0.0081, 0.0412, 0.0502
Si, 0.0937, 0.0902, 0.1199
Si, 0.0231, -0.2085, 0.3438
Si, 0.2985, -0.4656, -0.6418
Si, 0.0097, 0.3312, -0.2105
Si, 0.3421, 0.2093, -0.1933
Si, -0.036, 0.0622, 0.1712
Si, -0.1092, 0.5394, 0.4398
Si, 0.0248, -0.104, 0.0701
Si, 0.0619, -0.2027, 0.0472
Si, 0.024, 0.0874, -0.0111
Si, -0.0172, -0.082, -0.1509
Si, 0.3244, 0.199, 0.3612
Si, 0.2375, -0.2707, -0.0479
Si, 0.2648, -0.2488, 0.0577
Si, 0.0773, 0.2972, -0.0863
Si, -0.1374, -0.0406, 0.3775
Si, -0.0516, 0.097, 0.1061
Si, -0.057, -0.0944, 0.0069
Si, 0.2154, 0.0099, -0.0092
Si, -0.1163, -0.1232, -0.0061
Si, -0.3191, 0.2112, -0.0232
Si, 0.031, 0.0007, -0.1744
Si, 0.0087, 0.3947, -0.1857
Si, 0.2286, 0.2052, -0.2609
Si, -0.2541, 0.1938, -0.1048
Si, 0.0496, -0.1135, 0.2073
O, 0.0928, -0.1422, -0.0482
O, -0.0552, 0.0394, 0.0537
O, -0.0142, 0.0159, -0.1083
O, -0.0179, -0.0308, -0.0186
O, -0.0265, 0.0401, -0.0071
O, 0.1234, 0.1342, -0.024
O, -0.062, 0.0035, 0.0616
O, -0.0049, -0.049, 0.0124
O, 0.0018, -0.0501, 0.0557
O, 0.1057, -0.016, 0.0234
O, 0.0736, 0.058, 0.1041
O, 0.0471, 0.1111, -0.066
O, -0.0061, -0.0063, -0.0484
O, -0.0058, -0.0169, -0.011
O, -0.0034, 0.0192, 0.0237
O, 0.0377, -0.0668, -0.103
O, 0.0036, -0.1083, -0.0096
O, -0.0537, 0.0729, 0.0481
O, -0.01, 0.018, -0.1412
O, -0.1329, 0.0343, 0.0397
O, 0.0411, 0.0192, 0.0307
O, -0.009, -0.0291, -0.0011
O, -0.0008, -0.0753, -0.0113
O, -0.0202, -0.1798, 0.1437
O, -0.1899, -0.3105, -0.1449
O, 0.0792, -0.054, 0.1093
O, 0.1523, 0.0063, 0.1172
O, -0.0019, -0.138, 0.0172
O, 0.0106, -0.1571, -0.015
O, -0.0082, -0.0022, -0.0264
O, -0.0418, -0.0102, -0.0136
O, -0.0075, -0.0078, -0.058
O, 0.0034, 0.0618, -0.2224
O, -0.0226, -0.1439, 0.1319
O, -0.1406, -0.0464, 0.1245
O, 0.065, 0.0343, -0.0411
O, 0.0771, 0.0441, -0.0684
O, -0.084, -0.0847, -0.0753
O, 0.2566, 0.0868, 0.3091
O, 0.0595, 0.2483, 0.042
O, 0.0299, -0.0625, -0.0019
O, -0.0914, 0.2344, 0.0806
O, 0.0376, 0.0212, -0.0713
O, -0.0338, 0.0694, -0.0971
O, 0.0383, -0.0045, -0.0176
O, -0.1262, 0.0069, -0.023
O, 0.4646, -0.3573, -0.0311
O, -0.0558, 0.0712, 0.0945
O, -0.0586, -0.0492, 0.2291
O, 0.0365, -0.056, -0.0475
O, -0.0342, 0.0304, -0.0384
O, 0.1071, 0.073, -0.0475
O, -0.0397, -0.0526, -0.0126
O, 0.0405, 0.1223, 0.301
O, -0.0328, -0.0693, -0.0099
O, 0.0479, -0.0878, -0.1468
O, -0.0238, 0.0973, -0.1275
O, 0.0168, 0.125, -0.0329
O, -0.1117, -0.0355, -0.0363
O, 0.0675, -0.0813, -0.0425
O, 0.0411, -0.0089, -0.0943
O, -0.0356, -0.0439, 0.1915
O, 0.0108, 0.0705, 0.0786
O, 0.0117, -0.0711, 0.1309
O, -0.0692, 0.0456, -0.0975
O, 0.0977, -0.1198, -0.0163
O, 0.0537, 0.1643, -0.0957
O, 0.0156, 0.1634, -0.1404
O, -0.024, 0.0163, -0.0348
O, -0.0174, -0.0076, 0.1911

The program warned: the cutoff lies below the one the program advises for these potential files; the exchange-correlation potential is rough where the density is thin.
